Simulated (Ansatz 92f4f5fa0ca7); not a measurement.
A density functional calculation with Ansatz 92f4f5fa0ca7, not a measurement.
Periodic cell of 179 atoms, Si99O80, from a study of silicon, its oxide and their interface. The atomic structure is a simulated model.

Settings
functional: r2SCAN
potential files: Ansatz norm-conserving
basis: plane waves
wave-function cutoff: 1300 eV
density cutoff ratio: 4
exchange-correlation grid ratio: 1
k mesh: 2 x 2 x 1, shifted by 0.5 0.5 0.5 of a step
self-consistency stop: 5e-08 eV per atom in the density residual
occupations: Fermi-Dirac, 0.05 eV
spin: none
net charge: 0

Cell vectors (angstrom)
a 11.5403 0 0
b 0 11.5403 0
c 3.9794 2.2182 23.6719

Atoms and the computed forces on them: element, x, y, z (angstrom), force x, y, z (eV/angstrom)
Si -2.8219 6.6132 -0.5502 0.5586 -0.6539 -0.2354
Si 8.5484 1.5718 -1.682 0.5057 -0.2648 -0.296
Si 8.6196 5.1922 1.3883 -0.1175 -0.1374 -0.1404
Si 2.4726 8.418 -0.4888 -0.3372 -0.7488 -0.0747
Si 1.7233 1.0995 -1.8849 -0.4728 -0.0785 -0.3208
Si 2.458 5.7323 0.4324 -0.2818 -0.3665 -0.2374
Si 4.8093 7.7864 -0.3444 0.1675 -0.0014 -0.6068
Si 4.4984 1.9756 -1.0312 -0.0919 0.087 0.0585
Si 8.2837 10.2757 -2.5375 0.074 -0.0534 -0.2102
Si 1.3211 9.1243 1.4726 -0.0791 0.2276 -0.0693
Si 2.0552 2.8167 0.4868 -0.5272 0.2884 0.5085
Si 8.7153 8.7868 0.1597 0.086 0.4439 -0.2753
Si 6.3827 8.7859 1.2024 -0.1537 -0.0067 0.2359
Si 6.2817 1.0878 1.3394 -0.4187 -0.0342 -0.1808
Si 6.2364 5.0042 1.6999 0.1513 0.0748 0.2791
Si 10.3365 8.9737 1.7348 0.0369 -0.0246 -0.217
Si 8.6916 1.1797 1.2927 0.4411 -0.1112 -0.4273
Si 4.8703 5.3644 -0.1341 -0.095 0.3468 0.1199
Si 1.876 -0.4006 2.7331 -0.1308 0.0384 0.0063
Si 1.8416 2.0971 2.6675 0.1683 -0.0369 0.0404
Si 1.9781 7.0298 2.48 -0.005 -0.1119 0.1508
Si 5.862 -0.8256 2.6223 0.0889 -0.3099 0.1342
Si 5.7872 2.9402 2.7583 0.2969 0.1702 0.1436
Si 5.9405 7.0115 2.8296 0.2347 0.013 0.2379
Si 9.5258 -0.6096 2.6989 0.1045 0.1804 0.0654
Si 9.3394 3.0894 2.5031 -0.0812 0.3429 0.0738
Si 9.5291 6.9522 2.7468 -0.1788 -0.1062 0.0907
Si -0.0681 -0.6983 3.9903 0.0078 0.1643 0.2755
Si -0.1435 2.8989 3.7122 -0.0045 -0.0366 -0.115
Si 0.0272 6.735 3.8179 -0.0534 -0.1545 0.03
Si 3.8595 -0.7362 3.9569 0.1313 -0.0591 0.0459
Si 3.7661 2.8725 3.9554 -0.1131 -0.0124 -0.0418
Si 3.8384 6.8964 3.9484 0.3049 0.1079 0.0473
Si 7.7059 -0.8408 4.1862 -0.1043 0.1266 0.1158
Si 7.6827 3.0146 4.2519 -0.2684 -0.2508 0.0566
Si 7.7694 6.9886 4.3326 -0.1676 0.0647 0.0237
Si -0.1585 8.738 5.1054 -0.0292 0.0997 0.0196
Si -0.0672 1.1836 5.3041 0.2695 -0.1648 0.1741
Si 11.5209 4.8002 5.0972 -0.0177 0.0825 -0.0641
Si 3.8056 8.8549 5.2255 0.1204 0.169 -0.0863
Si 3.9721 1.1288 5.5205 -0.0084 0.0507 0.0117
Si 3.7784 4.8501 5.2988 0.2301 -0.1921 -0.1182
Si 7.7726 8.876 5.7026 0.0275 -0.0162 0.0848
Si 7.7186 1.0307 5.6809 0.1096 0.2419 -0.1622
Si 7.6684 4.9842 5.6127 0.0487 -0.0351 -0.0053
Si 1.7706 8.8089 6.3583 0.0528 0.0935 -0.1297
Si 1.895 1.2245 6.662 -0.2562 0.1008 0.0411
Si 1.7873 4.8761 6.5514 -0.0197 0.1283 0.1736
Si 5.6345 8.9483 6.7144 0.056 0.2426 -0.382
Si 5.7982 1.1614 7.1315 0.0152 -0.0561 -0.3392
Si 5.6231 4.8999 6.8946 -0.0609 -0.0973 -0.4377
Si 9.8215 8.765 6.9824 -0.1861 -0.005 -0.3518
Si 9.7954 0.9856 6.8757 -0.0732 0.024 -0.0002
Si 9.7846 4.8832 6.716 -0.0831 -0.1972 -0.1079
Si 3.1319 -1.4563 9.15 -0.3139 0.7715 0.513
Si 1.2295 3.098 8.0197 0.8391 0.0963 0.3018
Si 12.8524 6.9015 7.6823 0.3126 0.0662 0.2132
Si 5.3332 -0.8738 8.3032 -0.2058 0.018 -0.1238
Si 3.2923 3.1904 10.4381 -0.3392 -0.0316 0.092
Si 4.9244 7.0103 7.6773 -0.3645 -0.0224 0.5489
Si 10.6589 -0.8658 8.1419 0.1499 0.0345 0.394
Si 10.3377 2.9464 8.0008 -0.6862 -0.1485 0.1791
Si 8.7076 6.1222 10.2919 0.1434 0.2308 0.1052
Si 6.4751 10.0019 10.2454 0.1571 -0.5346 0.0783
Si 7.9764 3.1536 10.0846 0.2605 -0.2232 0.0968
Si 10.5022 6.7291 8.0121 0.0565 -0.0737 0.378
Si 12.9857 10.7169 7.6686 0.1418 -0.1482 0.0775
Si 5.962 3.1211 8.5727 -0.5331 -0.1181 0.0782
Si 16.074 9.841 19.2775 0.0319 0.0841 -0.0467
Si 9.5153 -1.0905 10.9995 0.5432 0.0863 0.242
Si 5.8076 -0.8419 12.3533 -0.3643 0.365 0.6428
Si 9.1902 7.9592 12.6676 0.2458 -0.0233 0.3689
Si 6.6431 9.8559 17.2453 0.104 -0.0148 0.015
Si 14.7321 2.4523 16.1823 -0.1628 -0.1027 0.0658
Si 11.6543 7.5155 16.6412 -0.0541 -0.0823 -0.1117
Si 8.1651 1.1178 12.5067 0.2422 -0.0109 0.2868
Si 14.7889 7.8279 16.1267 -0.2476 -0.66 -0.0236
Si 3.0301 7.6759 9.0754 -0.0739 -0.894 0.1453
Si 15.4247 10.0277 16.5083 0.1853 0.6887 0.1048
Si 15.0092 4.8586 20.3288 0.0466 0.2999 -0.1242
Si 13.5492 11.798 14.5957 -0.1016 -0.0369 0.0636
Si 14.624 0.3688 11.7983 -0.0719 -0.2546 0.0759
Si 10.0492 5.8277 21.95 -0.4736 0.1911 -0.3863
Si 14.2396 7.7248 20.7884 0.1991 -0.0697 0.0169
Si 4.8785 7.8679 13.7099 -0.0933 -0.139 0.1619
Si 5.9358 11.8441 21.2201 0.0165 0.0609 -0.6665
Si 10.1198 12.978 17.3555 -0.1032 0.0662 0.0147
Si 10.5536 9.9418 21.0646 -0.2625 -0.1047 -0.2551
Si 11.2205 7.5333 19.6555 0.2311 0.1796 -0.4041
Si 7.5513 7.9008 15.1424 0.0931 -0.0307 0.2798
Si 11.5132 10.6384 16.4609 -0.1449 0.0115 -0.1295
Si 8.7559 3.0446 15.0066 0.081 0.1058 0.1645
Si 6.0555 2.9826 16.6874 0.1088 0.0097 -0.0449
Si 4.1876 5.9288 11.3154 0.0232 0.1536 0.0852
Si 9.7745 6.0044 14.7688 0.0816 -0.0608 0.0934
Si 3.9771 5.0263 17.2432 -0.1057 0.1892 0.0488
Si 6.168 6.9926 9.5316 -0.3647 -0.1012 -0.5917
Si 12.9314 12.524 18.2367 0.1481 0.046 -0.0671
Si 7.5186 12.5204 18.6063 0.0556 -0.0172 0.0363
O 9.2945 1.2384 -0.2692 -0.562 0.0343 0.1447
O 1.2496 1.754 -0.4637 0.4013 0.1372 -0.2099
O 3.3545 1.2856 -2.0009 0.1174 -0.0137 0.2842
O 14.0244 8.4462 22.2202 -0.3927 0.1342 -0.0888
O 5.4226 0.9632 -0.1268 0.2423 0.0348 0.394
O 7.7647 11.7951 -2.267 0.1087 0.1704 0.2464
O 1.5252 4.3635 0.3057 0.404 -0.0617 -0.0168
O 3.5186 4.4539 11.4612 0.1312 -0.029 -0.3371
O 8.1148 -1.3733 10.2285 -0.3759 -0.2261 -0.0356
O 14.4484 1.8906 11.3128 0.1472 0.0549 -0.1476
O 4.6329 2.94 9.5608 0.2114 0.1067 -0.0523
O 10.595 -0.8546 9.8143 -0.2978 -0.0824 -0.323
O 2.0172 3.4237 9.4529 -0.0182 -0.0168 -0.1728
O 9.3817 2.7244 9.357 -0.1379 0.2715 0.1531
O 10.1776 6.3684 9.636 -0.195 0.0564 -0.2304
O 13.576 0.0603 12.9978 0.2857 0.1152 -0.0234
O -4.1237 6.7681 -1.5588 -0.197 0.1056 -0.3211
O 9.0484 13.0543 18.5693 -0.0797 -0.1117 -0.194
O 10.649 9.0722 19.6938 0.0369 -0.1266 0.3396
O 10.1183 6.8341 13.3983 -0.3457 0.1338 0.0108
O 5.0768 7.8999 -2.0128 0.4583 0.0965 0.2509
O 4.685 6.6364 12.6799 -0.0888 0.0513 -0.1829
O 11.1828 7.0795 18.1164 0.0335 0.1551 0.178
O 14.5575 4.075 16.3059 0.3244 -0.1601 0.1212
O 5.3111 13.2827 21.7011 0.258 0.1053 0.0633
O 0.8929 1.8794 -3.0465 0.0789 -0.1759 0.3435
O 9.0076 9.7492 -1.1886 -0.2989 -0.2779 0.3192
O 13.241 12.4725 19.8305 -0.2507 -0.0156 0.0638
O 11.0631 11.4556 20.8003 0.1295 -0.2011 0.1973
O 15.0386 6.3356 21.0028 -0.1625 -0.0961 -0.0905
O 3.6378 2.8414 0.0848 0.0467 -0.5446 -0.4699
O 7.6335 2.0866 11.2926 0.0633 0.1743 -0.2454
O 9.4146 0.2365 11.934 -0.2731 -0.0883 -0.131
O 5.2762 9.3327 13.119 0.1552 0.1113 -0.2202
O 8.6597 2.0342 13.7475 -0.1335 -0.0725 -0.2221
O 4.5797 0.2212 12.3836 0.0766 -0.1456 -0.1008
O 14.995 7.8936 14.5036 0.3335 0.1 0.0236
O 8.2115 8.6065 13.8149 0.0629 -0.2636 -0.2135
O 2.8486 -0.7183 10.6213 0.2524 -0.1906 -0.1125
O 7.439 11.1789 17.6977 -0.1294 0.077 0.0676
O 14.8763 5.0071 18.7277 0.1103 -0.0937 0.1095
O 9.9707 9.182 11.9425 -0.3756 0.1364 -0.2935
O 8.3256 4.6153 10.7401 0.0755 -0.0166 -0.1097
O 12.091 11.2584 15.0675 0.2288 0.017 0.152
O 6.5701 2.127 17.9652 0.0278 -0.0671 -0.0763
O 6.0414 8.4012 10.3339 0.5254 0.1679 0.1108
O 15.2726 10.5779 18.058 0.153 -0.2741 -0.177
O 6.0379 7.4708 14.7825 0.0028 0.1939 -0.2125
O 7.6348 8.8211 16.4848 -0.3241 0.0677 -0.1338
O 14.1978 1.7195 17.5415 -0.1348 -0.013 -0.0904
O 11.1869 9.0557 16.3238 0.1888 -0.0567 0.0856
O 5.5501 5.7653 10.4272 0.0274 0.1615 0.2812
O 4.7991 2.1789 16.0028 -0.095 0.2282 0.1457
O 5.4812 10.2227 16.1598 -0.1731 -0.2237 0.2464
O 3.1308 6.9067 10.5531 0.3468 0.19 -0.1998
O 7.6887 6.5847 9.1059 -0.0624 0.0581 0.4772
O 10.148 11.4442 16.7927 0.3105 0.2048 0.121
O 5.9101 9.2412 18.591 -0.1466 0.2589 -0.1012
O 15.169 8.6438 19.8438 -0.1073 0.053 -0.0167
O 11.5814 13.4054 17.9292 0.0398 -0.3548 0.0023
O 7.0298 0.0539 13.0196 -0.05 -0.1405 -0.3203
O 9.7115 2.4368 16.1607 -0.145 -0.0829 -0.0296
O 7.5021 2.803 -1.4407 -0.2002 0.436 -0.0625
O 4.8194 10.9372 20.4319 0.2219 0.1066 0.1068
O 13.8548 1.8294 14.9599 0.1194 -0.2167 0.0356
O 10.2134 6.5552 20.4879 0.4355 -0.143 0.3478
O 11.0418 6.3459 15.7063 -0.1008 0.1506 -0.0067
O 9.7183 1.887 -2.767 -0.1904 0.0147 0.2456
O 7.1184 12.2024 20.14 -0.2569 -0.0189 0.0682
O 8.3937 7.1089 11.5442 0.0377 -0.1285 -0.2232
O 8.4182 6.5737 15.462 0.0987 0.1825 -0.2511
O 12.6065 11.0195 17.6329 -0.1457 0.1992 -0.0509
O 1.8723 6.817 -0.6846 0.4764 0.4513 0.1126
O 5.4852 4.41 17.2276 -0.1849 -0.2402 -0.1174
O 14.6621 10.9344 15.4044 -0.0426 -0.1084 0.0847
O 9.489 4.4268 14.5311 -0.1209 -0.0085 0.0456
O 7.2579 3.2562 15.625 0.075 -0.127 0.0378
O 12.7809 7.4471 20.1255 -0.2176 -0.017 0.0281
O 15.6209 6.5594 16.7417 -0.2114 0.1376 -0.0919
O 13.2482 7.4843 16.4698 0.0602 0.1528 0.051

Results
free energy: -48779.196 eV
free energy less fixed offsets of O -463.61, Si -117.95 eV per atom: -13.346 eV
pressure: -2.22 GPa
stress xx, yy, zz, yz, xz, xy (GPa, positive in tension): 2.46, 2.93, 1.27, -0.17, -0.3, 0.61
